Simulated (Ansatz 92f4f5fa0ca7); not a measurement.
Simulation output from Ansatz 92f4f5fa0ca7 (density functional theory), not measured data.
Periodic cell of 272 atoms, Si165O105As2, from a study of silicon, its oxide and their interface. The atomic structure is a simulated model.
Doubt: the cutoff is far below the 930 eV that the study's wrapper takes by default for these files, so forces and energies are approximate.
This geometry differs little from another in the collection (a relaxation step or a small displacement).

Settings
functional: PBE
potential files: Ansatz PAW
basis: plane waves
wave-function cutoff: 580 eV
density cutoff ratio: 5
exchange-correlation grid ratio: 1
k mesh: 1 x 1 x 1, Gamma-centred
self-consistency stop: 5e-08 eV per atom in the density residual
occupations: fixed
spin: none
net charge: 0

Cell vectors (angstrom)
a, 11.6015, 0, 0
b, 0, 13.3963, 0
c, 0, 0, 29.8085

Atoms: element, x, y, z (angstrom)
Si, 11.5481, 0.1816, 22.8964
Si, 3.9161, 0.1548, 23.0174
Si, 7.6703, 0.1203, 23.139
Si, 2.068, 3.4535, 22.8838
Si, 5.9024, 3.6809, 23.0006
Si, 9.7606, 3.5336, 23.0229
Si, 11.6619, 6.8608, 23.06
Si, 3.9581, 7.0347, 23.1741
Si, 7.7919, 6.8851, 23.2329
Si, 2.0362, 10.239, 23.24
Si, 5.8599, 10.0971, 23.2865
Si, 9.8478, 10.0877, 23.2171
Si, 11.696, 2.3839, 23.7519
Si, 3.9979, 2.4018, 23.7529
Si, 7.7906, 2.4116, 23.7722
Si, 2.0317, 5.7068, 23.6921
Si, 5.8331, 5.8054, 23.9802
Si, 9.7406, 5.7272, 23.8888
Si, 11.7553, 9.0264, 24.0194
Si, 3.9072, 9.1344, 24.1684
Si, 7.8523, 9.0842, 24.011
Si, 1.9138, 12.5092, 23.7927
Si, 5.7768, 12.3738, 23.9172
Si, 9.6833, 12.3962, 23.781
Si, 11.6443, 2.2943, 26.1699
Si, 3.9176, 2.3058, 26.1689
Si, 7.761, 2.3136, 26.1812
Si, 1.9795, 5.6214, 26.1383
Si, 5.8218, 5.6587, 26.3191
Si, 9.7125, 5.6368, 26.2553
Si, 11.6685, 8.9772, 26.3469
Si, 3.8857, 9.0123, 26.4565
Si, 7.7953, 9.003, 26.3418
Si, 1.9276, 12.385, 26.1979
Si, 5.8002, 12.3301, 26.2776
Si, 9.6878, 12.3453, 26.1866
Si, 1.9717, 1.1944, 27.0148
Si, 5.8314, 1.1815, 27.0187
Si, 9.6934, 1.1789, 26.9983
Si, 11.6509, 4.5098, 27.011
Si, 3.8839, 4.5089, 27.0307
Si, 7.7684, 4.5196, 27.0429
Si, 1.9669, 7.8097, 27.0756
Si, 5.848, 7.8832, 27.088
Si, 9.7175, 7.854, 27.071
Si, 11.6177, 11.24, 27.0359
Si, 3.8489, 11.2664, 27.0739
Si, 7.7628, 11.2405, 27.0529
Si, 1.9336, 1.1164, 29.4135
Si, 5.8008, 1.1164, 29.4135
Si, 9.6679, 1.1164, 29.4135
Si, 0, 4.4654, 29.4135
Si, 3.8672, 4.4654, 29.4135
Si, 7.7343, 4.4654, 29.4135
Si, 1.9336, 7.8145, 29.4135
Si, 5.8008, 7.8145, 29.4135
Si, 9.6679, 7.8145, 29.4135
Si, 0, 11.1635, 29.4135
Si, 3.8672, 11.1635, 29.4135
Si, 7.7343, 11.1635, 29.4135
Si, 0, 0, 0.3944
Si, 3.8672, 0, 0.3944
Si, 7.7343, 0, 0.3944
Si, 1.9336, 3.3491, 0.3944
Si, 5.8008, 3.3491, 0.3944
Si, 9.6679, 3.3491, 0.3944
Si, 0, 6.6981, 0.3944
Si, 3.8672, 6.6981, 0.3944
Si, 7.7343, 6.6981, 0.3944
Si, 1.9336, 10.0472, 0.3944
Si, 5.8008, 10.0472, 0.3944
Si, 9.6679, 10.0472, 0.3944
Si, 11.5645, -0.0329, 2.7515
Si, 3.8653, -0.0697, 2.7889
Si, 7.6826, -0.0863, 2.7743
Si, 1.9493, 3.2725, 2.7469
Si, 5.8144, 3.2996, 2.7639
Si, 9.6586, 3.301, 2.7837
Si, 11.5806, 6.6462, 2.7618
Si, 3.8729, 6.6278, 2.7458
Si, 7.7503, 6.6526, 2.7685
Si, 1.9344, 10.0082, 2.7506
Si, 5.832, 10.0391, 2.7737
Si, 9.6881, 9.9862, 2.7548
Si, 11.6033, 2.1913, 3.5549
Si, 3.8969, 2.1589, 3.5431
Si, 7.7256, 2.1285, 3.5358
Si, 1.9079, 5.5021, 3.4854
Si, 5.8172, 5.5395, 3.5547
Si, 9.6622, 5.5248, 3.6148
Si, 11.6216, 8.8791, 3.5681
Si, 3.9001, 8.8773, 3.4368
Si, 7.755, 8.8824, 3.5544
Si, 1.8798, 12.2345, 3.5385
Si, 5.7675, 12.2189, 3.7414
Si, 9.638, 12.2087, 3.5213
Si, 11.6397, 2.0904, 5.9075
Si, 3.895, 2.0751, 5.8895
Si, 7.6984, 2, 5.8931
Si, 1.879, 5.413, 5.8288
Si, 5.8199, 5.4876, 5.9263
Si, 9.6518, 5.4487, 6.0146
Si, 11.6629, 8.8323, 5.9506
Si, 3.9298, 8.8092, 5.7562
Si, 7.8007, 8.8149, 5.9284
Si, 1.8225, 12.2255, 5.8887
Si, 5.7337, 12.1189, 6.2544
Si, 9.6011, 12.1205, 5.8782
As, 1.9795, 1.0116, 6.9062
Si, 5.7568, 1.0057, 6.9599
Si, 9.6787, 0.9378, 6.642
Si, 11.5734, 4.2983, 6.778
Si, 3.8454, 4.3364, 6.5351
Si, 7.7061, 4.2051, 6.6197
Si, 2.0403, 7.642, 6.5144
Si, 5.8456, 7.7511, 6.6982
Si, 9.7463, 7.7158, 6.7518
Si, 11.4852, 11.0454, 6.8044
Si, 3.643, 10.9547, 6.672
Si, 7.7715, 10.9798, 6.8702
O, 9.8919, 7.9015, 8.4187
O, 9.6657, 0.8176, 8.3301
O, 2.9969, 10.5854, 8.1668
O, 5.8219, 7.8967, 8.3646
O, 5.6361, 1.2052, 8.6422
O, 3.7542, 4.3223, 8.183
O, 7.6154, 3.7611, 8.2399
O, -0.0814, 4.2847, 8.4574
O, 11.1601, 11.036, 8.4553
O, 8.1194, 10.7685, 8.5096
O, 2.3519, 7.5154, 8.1242
O, 11.4139, 0.2083, 21.2172
O, 9.7571, 3.6325, 21.3577
O, 4.1452, 7.5417, 21.5863
O, 6.0013, 4.1611, 21.385
O, 5.7494, 9.7548, 21.6514
O, 2.1413, 3.3717, 21.2031
O, 7.3631, 13.4483, 21.4992
O, 4.0154, 0.154, 21.3536
O, 7.7246, 6.9467, 21.5814
O, 2.1199, 10.1741, 21.5904
O, 11.5354, 6.9776, 21.3989
O, 10.1776, 9.6606, 21.6274
Si, 11.5536, 6.479, 11.3256
Si, 1.5683, 10.3614, 16.2445
Si, 0.0796, 3.6891, 9.9757
Si, 8.0821, 12.8565, 20.1715
Si, 2.7783, 10.4912, 9.7706
Si, 2.5675, 10.391, 20.048
Si, 10.3461, 3.7006, 19.8372
Si, 0.2381, 12.7927, 17.0815
Si, 10.8105, 0.6974, 19.7659
Si, 3.1507, 7.748, 16.2431
Si, 0.3247, 6.4865, 19.8991
Si, 9.3678, 2.5069, 14.2781
Si, 2.7978, 2.5129, 11.0074
Si, 5.124, 11.9652, 15.3533
Si, 4.9396, 8.6779, 20.7072
Si, 3.5882, -0.39, 11.2712
Si, 5.5791, 8.8715, 14.8074
Si, -0.2572, 11.2887, 10.0731
Si, 9.4548, 10.0145, 20.2117
Si, 3.4553, 0.0464, 19.8226
Si, 7.4284, 4.7125, 9.5418
Si, 2.3729, 12.3543, 14.1626
Si, 6.172, 0.6097, 10.0951
Si, 2.7883, 2.8951, 19.7619
Si, 5.6886, 4.4263, 13.6216
Si, 7.4702, 0.188, 15.5848
Si, 9.6082, 11.314, 15.1921
Si, 1.9751, 6.583, 13.5586
Si, 2.7928, 3.527, 13.981
Si, 11.6976, 9.1661, 18.4025
As, 11.2144, 0.8506, 9.2706
Si, 9.0982, 7.3322, 9.7261
Si, 8.6439, 8.5342, 14.5954
Si, 4.7692, 7.1614, 12.3501
Si, 2.9676, 5.6238, 18.7599
Si, 2.4953, 7.4186, 9.7207
Si, 6.2471, 8.4357, 9.8447
Si, 4.2735, 4.7545, 9.6449
Si, 9.3197, 10.4424, 12.2797
Si, 5.9425, 13.0163, 17.9581
Si, 7.9681, 4.9249, 18.3599
Si, 8.274, 5.3817, 15.1939
Si, 7.3108, 11.0799, 9.9153
Si, 5.3814, 4.1932, 19.8708
Si, 0.7667, 1.4841, 15.0265
Si, 7.5493, 7.5217, 20.0777
Si, 7.632, 2.7859, 11.8374
O, 3.4008, 6.0804, 10.0857
O, 1.9177, 2.6618, 15.0662
O, -0.7147, 12.8537, 10.4077
O, 8.3642, 8.8928, 19.836
O, 2.4141, 1.3068, 19.5106
O, 8.1125, 5.2819, 16.7954
O, 2.7365, 11.9798, 19.696
O, 7.1423, 8.7576, 15.1877
O, 1.2833, 0.1795, 14.1704
O, 4.3706, 3.7902, 14.3904
O, 4.1158, 3.4098, 10.5904
O, 10.9363, 2.0644, 14.4647
O, 11.3848, 4.8622, 11.0728
O, 10.8378, 12.0003, 16.0323
O, 8.9003, 6.8839, 14.7711
O, 1.6245, 3.2197, 10.1486
O, 8.4068, 5.958, 9.2177
O, 11.1417, 2.2939, 19.5192
O, 5.3647, 7.6221, 10.9179
O, 11.4165, 7.5891, 18.7816
O, 7.8515, 8.2789, 10.17
O, 10.0962, 7.1466, 11.0033
O, 9.2001, 4.0926, 14.7241
O, 8.8283, 11.4686, 20.5174
O, 10.5449, 10.3455, 11.1701
O, 8.3564, 12.2126, 15.7406
O, 4.4319, 2.8702, 19.8055
O, 4.6502, 0.2187, 18.7274
O, 10.468, 10.0862, 18.9447
O, 6.7964, 0.6694, 17.0155
O, 0.5029, 6.803, 12.8474
O, 1.0078, 7.1496, 10.2985
O, 3.1369, 7.1966, 12.5692
O, 3.944, 9.5546, 19.7649
O, 6.7601, 5.1611, 14.6064
O, 0.5538, 0.9066, 16.5376
O, 1.5404, 11.7803, 17.101
O, 5.4231, 8.2707, 13.3192
O, 2.9999, 12.3816, 12.6566
O, 6.4007, 3.1823, 12.8446
O, 2.7956, 9.3217, 16.5926
O, 5.9965, 7.8934, 19.7475
O, 1.9468, 6.3874, 19.7746
O, 1.4395, 9.688, 19.1384
O, 9.4799, 9.6837, 15.4682
O, 3.0261, 8.9173, 10.2137
O, 8.9024, 9.009, 13.022
O, 2.1381, 7.3072, 15.0169
O, 9.1321, 3.8678, 18.7731
O, 4.7193, 7.8882, 15.7999
O, 7.2368, 1.6004, 10.8082
O, 8.1132, 6.3592, 19.1079
O, 5.8592, 5.1336, 9.6524
O, 6.9768, -0.9361, 19.067
O, 10.7536, 2.3424, 10.2364
O, 8.9468, 2.382, 12.706
O, 9.7103, 11.4572, 13.5364
O, 6.5603, 4.1931, 18.7515
O, 6.0233, 10.0538, 9.9549
O, 1.3114, 10.9422, 10.3242
O, 5.1469, 10.4491, 14.7462
O, 1.695, 10.9025, 14.6617
O, 11.3573, 13.0718, 18.6111
O, 5.4398, 11.8234, 16.9569
O, 8.0827, 10.9935, 11.3576
O, 11.3012, 5.007, 19.6309
O, 8.3605, 1.4577, 15.0692
O, 2.4216, 4.0451, 18.6097
O, 3.7429, 11.6869, 10.3299
O, 9.1765, 0.5717, 19.7012
O, 2.6651, 2.6485, 12.6169
O, 3.6417, 12.62, 15.1581
O, 7.9803, 4.0925, 10.9308
O, 5.0685, 0.3092, 11.2744
O, 4.4231, 5.4837, 19.501
O, 6.1958, 13.0343, 14.6729
O, 3.0489, 6.5701, 17.4017
O, 2.6943, 0.89, 10.7011
O, 0.2904, 9.4435, 16.7884
O, 5.2109, 5.6087, 12.5994
O, 2.1072, 4.9794, 13.7697
O, 6.8528, 12.6049, 9.7001

Results
free energy: -174314.374 eV
free energy less fixed offsets of As -4856.12, O -568.88, Si -635.61 eV per atom: 5.916 eV

Forces (eV/angstrom), in the order of the atoms: element, x, y, z
Si, 0.0004, 0.0036, -0.0062
Si, 0.0003, 0.0014, -0.0036
Si, -0.0016, 0.0077, -0.0017
Si, 0.0099, -0.0075, -0.0025
Si, 0.0002, 0.0008, -0.004
Si, -0.0131, -0.0049, -0.0056
Si, 0.0071, 0.0009, -0.0009
Si, 0.0025, -0.0051, -0.0051
Si, 0.0005, -0.0096, -0.0041
Si, 0.0004, -0.0085, -0.0022
Si, 0.0099, -0.0076, -0.0007
Si, 0.0051, -0.007, 0.0028
Si, -0.0011, -0.0001, 0.0012
Si, -0.005, 0.0007, 0.0013
Si, 0.0017, -0.0008, 0.0022
Si, -0.0068, 0.0058, 0.0005
Si, 0.0006, 0.0018, 0.0023
Si, -0.0015, 0.0011, -0.0032
Si, -0.0043, 0.0021, -0.0004
Si, -0.0061, 0.0027, 0.0033
Si, -0.0062, 0.006, -0.0019
Si, 0.0007, -0.0013, 0.0012
Si, -0.0002, -0.0004, 0.002
Si, -0.0009, -0.0013, 0.0021
Si, 0.0012, -0.0015, 0
Si, 0.0022, -0.0026, -0.0035
Si, -0.0018, -0.0017, -0.004
Si, 0.0041, -0.0064, -0.004
Si, 0.0019, -0.0029, -0.0066
Si, 0.0093, 0.0056, -0.0028
Si, 0.0022, 0.0008, -0.0094
Si, 0.0036, -0.0018, -0.0081
Si, 0.0016, -0.0023, -0.0075
Si, 0.0009, -0.001, -0.0018
Si, 0.0038, -0.0014, -0.0009
Si, 0, -0.0008, 0.001
Si, -0.0007, 0.0035, 0.0018
Si, -0.0036, 0.0094, 0.0053
Si, 0, 0.0071, 0.0011
Si, -0.0032, -0.0024, 0.0026
Si, 0.0013, 0, 0.0114
Si, -0.0086, -0.0072, 0.0053
Si, -0.0067, 0.009, 0.008
Si, 0.0012, 0.0007, 0.0069
Si, -0.0034, -0.0049, 0.0078
Si, 0.0032, -0.0031, 0.0022
Si, -0.005, 0.0016, 0.0025
Si, -0.0018, 0.0005, 0.0033
Si, 0.0612, 0.1837, -0.1781
Si, 0.0542, 0.1279, -0.1719
Si, 0.0833, 0.0996, -0.2435
Si, 0.1337, 0.0463, -0.1767
Si, -0.071, 0.0491, -0.1359
Si, 0.0576, 0.0319, -0.0333
Si, 0.0129, -0.1768, 0.2657
Si, 0.1077, 0.0219, 0.426
Si, 0.079, -0.0088, 0.1358
Si, 0.0073, 0.1613, -0.0744
Si, -0.0951, 0.2976, 0.2093
Si, 0.048, 0.1908, -0.0245
Si, -0.0804, -0.0629, -0.1094
Si, 0.0599, -0.2302, 0.2094
Si, -0.1877, -0.2342, 0.0626
Si, 0.0287, -0.1593, -0.0778
Si, 0.0246, -0.0596, -0.0264
Si, -0.0551, -0.048, 0.09
Si, -0.1098, 0.0029, 0.0527
Si, -0.0137, -0.1364, -0.0993
Si, 0.049, -0.0402, 0.0774
Si, -0.0324, -0.0092, -0.1549
Si, 0.1271, 0.1076, 0.0265
Si, 0.0209, -0.115, -0.0863
Si, 0.0181, 0.0094, 0.0084
Si, -0.0178, -0.0037, 0.0145
Si, -0.0034, -0.0251, -0.0044
Si, -0.0136, 0.011, 0.0037
Si, 0.0421, 0.0333, 0.013
Si, -0.0122, 0.0254, -0.0017
Si, -0.0046, -0.0053, -0.005
Si, -0.0314, -0.0005, -0.0198
Si, -0.0175, 0.0032, -0.0139
Si, -0.0023, -0.0441, 0.0135
Si, -0.0073, 0.0151, -0.0072
Si, -0.0061, 0.0148, -0.0101
Si, 0.0374, -0.0334, -0.0846
Si, -0.0412, -0.0393, -0.0804
Si, -0.0232, -0.004, -0.0231
Si, 0.0207, 0.0064, 0.0209
Si, 0.0119, 0.0017, 0.0063
Si, 0.0178, 0.011, -0.0074
Si, -0.0035, -0.001, 0.0006
Si, 0.0248, -0.0047, -0.0021
Si, 0.0084, -0.0028, 0.0064
Si, 0.0075, 0.0583, -0.0987
Si, 0.0172, -0.0073, -0.0012
Si, -0.026, -0.0206, 0.0078
Si, 0.0019, 0.0111, 0.0934
Si, 0.0341, -0.0142, 0.0788
Si, -0.0021, 0.018, -0.0087
Si, -0.0609, -0.0202, 0.0035
Si, -0.0259, -0.005, -0.0032
Si, -0.0405, -0.0094, -0.0085
Si, 0.0141, 0.0122, 0.0046
Si, -0.0283, 0.0037, 0.0039
Si, -0.0353, 0.0083, -0.0056
Si, -0.0168, -0.0502, 0.0982
Si, -0.0189, 0.0068, 0.0173
Si, 0.0048, 0.0349, 0.0028
As, -0.0362, 0.0562, 0.0238
Si, 0.0143, -0.0044, 0.0259
Si, 0.0394, -0.0705, 0.1065
Si, 0.0873, -0.055, 0.0499
Si, 0.0095, 0.0143, 0.0211
Si, 0.0024, 0.0155, 0.0271
Si, 0.0115, 0.011, -0.0011
Si, 0.0436, -0.0159, 0.0091
Si, 0.019, 0.0151, 0.0223
Si, -0.0169, 0.069, 0.0077
Si, 0.014, 0.0111, 0.0017
Si, 0.0077, -0.0091, 0.0037
O, -0.0007, -0.0033, -0.0269
O, -0.0229, 0.0161, 0.0124
O, -0.0008, 0.0117, -0.0403
O, -0.0147, 0.0026, -0.0094
O, -0.0184, 0.0057, -0.0058
O, -0.0072, -0.0165, -0.0026
O, 0.0016, -0.0037, 0.0077
O, -0.0067, 0.03, -0.0554
O, 0.0066, -0.0216, -0.0174
O, 0.0029, 0.0063, 0.0026
O, -0.0021, 0.0004, 0.0092
O, 0.0017, -0.0021, 0.0023
O, 0.0038, -0.0006, 0.007
O, -0.0001, 0.0002, 0.0005
O, 0.0006, 0.0001, -0.0002
O, -0.0019, 0.0028, -0.0017
O, -0.0047, 0.0018, -0.0002
O, -0.0006, -0.0042, -0.0043
O, -0.0009, -0.0005, 0.0012
O, -0.0004, 0.0006, 0.0011
O, 0.0006, 0.0024, -0.0015
O, -0.0024, -0.0009, -0.0014
O, 0.0012, 0.0015, -0.002
Si, -0.0002, -0.0125, -0.0141
Si, -0.0003, -0.0004, 0.0136
Si, -0.0228, -0.0368, -0.0129
Si, -0.0035, -0.0007, 0.0024
Si, -0.0364, 0.0203, 0.0333
Si, 0.0009, -0.0005, 0.0022
Si, 0.0041, 0.0024, -0.0011
Si, 0.0008, 0.0003, 0.0057
Si, -0.0023, -0.0012, -0.0009
Si, -0.001, 0.0039, 0.0134
Si, -0.0006, -0.0001, 0.0036
Si, 0.0033, -0.0036, 0.0122
Si, -0.0052, -0.0001, -0.0296
Si, 0.0001, 0.0022, 0.0118
Si, -0.0005, -0.0005, 0.0029
Si, -0.0024, 0.0208, -0.0105
Si, -0.0036, 0.0001, 0.0116
Si, 0.006, 0.0404, -0.0045
Si, 0.0009, -0.0019, 0.0006
Si, 0.0012, -0.0024, 0.0007
Si, -0.0091, -0.0127, 0.0039
Si, -0.0058, 0.0113, -0.0046
Si, 0.0181, 0.0135, -0.0297
Si, 0.0023, 0.0002, 0.0002
Si, 0.0002, -0.0047, 0.006
Si, -0.0015, 0.0022, 0.0085
Si, -0.0027, 0.0021, 0.0176
Si, -0.0049, -0.0062, 0.0028
Si, -0.0021, -0.0046, 0.0012
Si, -0.0018, -0.0023, 0.0045
As, -0.0447, 0.002, -0.0789
Si, -0.01, -0.0198, 0.0113
Si, -0.0014, 0.0023, 0.0163
Si, 0.0073, -0.0076, 0.0089
Si, 0.0009, -0.0015, 0.0043
Si, -0.0009, -0.0019, 0.0008
Si, 0.003, 0.0074, -0.0005
Si, 0.0228, 0.0066, -0.0181
Si, 0.0111, -0.0005, -0.0027
Si, 0.002, -0.0029, -0.0004
Si, -0.002, -0.0003, 0.0021
Si, -0.0056, -0.0097, 0.0098
Si, -0.0082, 0.0177, -0.0027
Si, -0.0009, -0.0005, 0.0021
Si, -0.0121, -0.0021, -0.0106
Si, 0.0009, -0.001, 0.0016
Si, 0.0048, -0.002, -0.0141
O, -0.008, -0.0025, -0.0058
O, -0.0003, 0.0006, -0.0016
O, 0.0187, -0.0305, -0.0189
O, 0.0003, -0.0003, 0.001
O, -0.0007, 0.0005, -0.0004
O, -0.0018, 0, -0.0052
O, -0.0004, 0, -0.0006
O, -0.0006, -0.0006, -0.0109
O, 0.0005, -0.0046, 0.001
O, -0.0063, 0.0009, -0.0023
O, -0.0173, 0.0029, -0.0013
O, 0.0007, 0.0004, 0.0071
O, -0.0028, 0.027, 0.0074
O, -0.0025, -0.0035, -0.0044
O, -0.0028, 0.0039, -0.0065
O, 0.0091, -0.0278, 0.0202
O, -0.0006, 0.0131, 0.005
O, -0.0013, -0.0015, -0.0001
O, -0.0073, 0.0058, -0.0071
O, 0.0007, -0.0004, -0.0013
O, -0.0016, -0.0015, 0.0026
O, -0.004, 0.0049, -0.0024
O, -0.0042, 0.0042, -0.0025
O, 0.0007, -0.002, -0.0005
O, -0.0191, 0.0049, 0.0172
O, -0.0005, -0.0036, -0.0059
O, -0.0001, -0.0014, -0.0006
O, -0.0031, 0.0012, 0.0027
O, -0.0017, 0.0001, 0
O, -0.0012, 0.0002, -0.0003
O, -0.0009, 0.0033, 0.004
O, 0.0023, 0.0076, 0.0003
O, -0.0032, 0.0043, -0.0023
O, -0.0006, -0.0015, -0.0025
O, 0.0009, 0.0012, -0.0041
O, -0.0021, -0.0012, -0.0031
O, -0.0002, -0.0013, -0.0047
O, -0.0022, -0.0006, -0.0028
O, -0.0056, 0.003, -0.0074
O, -0.0038, 0.0012, -0.0009
O, -0.0012, 0.0002, -0.005
O, -0.0008, -0.0005, -0.0014
O, -0.0013, -0.0003, -0.0011
O, 0.0006, 0.0001, -0.0002
O, -0.0008, -0.0031, -0.0075
O, -0.0158, 0.0013, -0.0129
O, -0.0038, 0.0004, -0.0016
O, -0.0042, -0.0009, -0.0069
O, 0.0044, -0.0033, 0.0024
O, -0.0022, -0.0017, -0.0054
O, -0.0172, -0.0033, -0.006
O, -0.0009, 0.0023, 0.0021
O, -0.0023, -0.0175, -0.0038
O, 0.0008, -0.0006, 0.0001
O, 0.0049, 0.0098, 0.0022
O, -0.0085, 0.0047, -0.0042
O, -0.003, -0.0075, -0.0061
O, 0.0004, -0.0007, 0.0005
O, 0.0043, -0.0057, 0.0014
O, 0.0328, -0.0078, -0.0173
O, 0, -0.0032, -0.0029
O, -0.0025, -0.0012, -0.0058
O, -0.0016, 0.0014, 0.0006
O, -0.0015, 0.0017, -0.0038
O, -0.0001, -0.0032, -0.0012
O, -0.0014, -0.0017, -0.0008
O, -0.0024, -0.0027, -0.0035
O, -0.0005, -0.0013, -0.0005
O, -0.0228, -0.0259, 0.0027
O, -0.0005, -0.0003, 0.0011
O, -0.002, 0.0048, 0.0064
O, -0.0039, -0.0039, -0.0014
O, -0.014, -0.0019, -0.0161
O, -0.0279, -0.0098, 0.0098
O, -0.0002, 0.0004, -0.0008
O, -0.0017, -0.0029, -0.0031
O, -0.0015, 0.0004, -0.0037
O, 0.0221, 0.0033, 0.0169
O, 0.001, -0.0003, -0.0068
O, -0.004, 0.0014, -0.002
O, -0.0036, 0.0066, 0.0001
O, -0.0002, -0.0107, 0.0098

The program warned: the cutoff lies below the one the program advises for these potential files; the forces do not sum to zero within the program's tolerance; the exchange-correlation potential is rough where the density is thin.
